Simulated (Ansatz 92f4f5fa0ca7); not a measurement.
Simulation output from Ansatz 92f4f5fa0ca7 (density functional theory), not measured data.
Periodic cell of 290 atoms, Si198O92, from a study of silicon, its oxide and their interface. The atomic structure is a simulated model.

Settings: functional PBE; potential files Ansatz PAW; basis plane waves; wave-function cutoff 700 eV; density cutoff ratio 5; exchange-correlation grid ratio 1; k mesh 2 x 2 x 1, shifted by 0.5 0.5 0.5 of a step; self-consistency stop 5e-08 eV per atom in the density residual; occupations fixed; spin none; net charge 0.

Cell vectors (angstrom)
a 10.938 0 0
b 0 10.938 0
c 0 0 42.8814

Atoms and the computed forces on them: element, x, y, z (angstrom), force x, y, z (eV/angstrom)
Si 0 0 40.8294 -0.0174 -0.0192 0.0007
Si 5.469 0 40.8294 -0.0178 -0.0302 0.0032
Si 2.7345 2.7345 40.8294 -0.0335 -0.017 0.0005
Si 8.2035 2.7345 40.8294 -0.0161 -0.0002 -0.0002
Si 0 5.469 40.8294 -0.0152 -0.0189 0.0001
Si 5.469 5.469 40.8294 -0.0137 -0.0181 -0.0013
Si 2.7345 8.2035 40.8294 -0.0117 -0.0025 -0.0002
Si 8.2035 8.2035 40.8294 -0.0243 -0.0094 -0.0016
Si 1.3673 1.3673 42.1967 0.0144 0.0027 0.0028
Si 6.8362 1.3673 42.1967 0.0094 0.0066 -0.0023
Si 4.1018 4.1018 42.1967 0.0066 0.003 -0.0009
Si 9.5708 4.1018 42.1967 0.0051 -0.0025 0.0014
Si 1.3673 6.8362 42.1967 0.0096 0.0054 -0.0013
Si 6.8362 6.8362 42.1967 0.0107 0.0045 -0.0005
Si 4.1018 9.5708 42.1967 0.0013 0.0083 0.003
Si 9.5708 9.5708 42.1967 0.0067 0.0041 0.0005
Si 2.7345 0 38.0949 -0.0792 -0.0896 -0.0341
Si 8.2035 0 38.0949 -0.1377 -0.0908 0.0615
Si 0 2.7345 38.0949 -0.027 -0.0547 -0.0574
Si 5.469 2.7345 38.0949 0.0441 -0.0794 0.0483
Si 2.7345 5.469 38.0949 -0.0468 -0.1402 0.0462
Si 8.2035 5.469 38.0949 -0.0773 -0.0918 -0.0684
Si 0 8.2035 38.0949 0.0099 -0.0974 0.0059
Si 5.469 8.2035 38.0949 0.0083 -0.0549 -0.0591
Si 4.1018 1.3673 39.4622 0.026 0.0091 -0.0065
Si 9.5708 1.3673 39.4622 0.0267 0.0017 -0.0107
Si 1.3673 4.1018 39.4622 0.0401 0.0029 0.0057
Si 6.8362 4.1018 39.4622 0.0262 -0.0085 0.006
Si 4.1018 6.8362 39.4622 0.0106 0.0093 -0.0106
Si 9.5708 6.8362 39.4622 0.0283 0.0081 -0.0062
Si 1.3673 9.5708 39.4622 0.0223 0.0075 0.001
Si 6.8362 9.5708 39.4622 0.0139 0.0311 0.0108
Si 0 0 3.417 -0.0202 -0.0139 0.0172
Si 5.469 0 3.417 -0.0265 -0.0103 0.0066
Si 2.7345 2.7345 3.417 -0.0153 -0.0195 -0.0077
Si 8.2035 2.7345 3.417 -0.0482 0.0151 -0.003
Si 0 5.469 3.417 -0.0239 0.0002 0.0082
Si 5.469 5.469 3.417 -0.0159 -0.0163 0.0136
Si 2.7345 8.2035 3.417 -0.0243 -0.0111 0.0071
Si 8.2035 8.2035 3.417 -0.0258 -0.0006 -0.0053
Si 1.3673 1.3673 4.7843 0.0877 0.1466 0.0318
Si 6.8362 1.3673 4.7843 0.0169 0.1729 0.0106
Si 4.1018 4.1018 4.7843 0.0368 0.0173 0.018
Si 9.5708 4.1018 4.7843 0.0124 0.0406 0.0436
Si 1.3673 6.8362 4.7843 0.0104 0.1254 0.0508
Si 6.8362 6.8362 4.7843 0.0364 0.1489 0.0309
Si 4.1018 9.5708 4.7843 0.0549 0.0725 0.0515
Si 9.5708 9.5708 4.7843 0.0376 -0.008 0.037
Si 2.7345 0 0.6825 -0.0071 -0.0087 0.0007
Si 8.2035 0 0.6825 -0.0125 -0.007 -0.0017
Si 0 2.7345 0.6825 -0.0051 0.0013 0.001
Si 5.469 2.7345 0.6825 -0.0058 -0.0036 -0.0009
Si 2.7345 5.469 0.6825 -0.0106 -0.0069 -0.0012
Si 8.2035 5.469 0.6825 -0.0113 -0.0038 -0.0033
Si 0 8.2035 0.6825 -0.007 -0.0025 0.0027
Si 5.469 8.2035 0.6825 -0.0055 -0.0002 -0.0008
Si 4.1018 1.3673 2.0497 0.0131 0.022 -0.0023
Si 9.5708 1.3673 2.0497 0.0091 0.0134 0.0022
Si 1.3673 4.1018 2.0497 0.0264 0.0114 0.0022
Si 6.8362 4.1018 2.0497 0.0294 0.0128 -0.005
Si 4.1018 6.8362 2.0497 0.0146 0.0163 0.0008
Si 9.5708 6.8362 2.0497 0.003 0.0065 -0.0007
Si 1.3673 9.5708 2.0497 0.0271 0.0179 0.0017
Si 6.8362 9.5708 2.0497 0.028 0.0145 0
Si 10.616 -0.0071 29.8898 -0.0216 -0.0086 -0.0433
Si 5.0665 0.1139 30.1349 -0.0201 -0.0043 -0.0585
Si 2.8152 2.2807 30.0021 0.0132 0.0042 -0.0333
Si 8.5576 2.4254 30.0381 0.0248 0.0051 -0.0574
Si 10.6981 5.5766 29.8066 -0.0092 0.006 -0.0695
Si 5.1463 5.6036 29.9199 0 -0.0092 -0.0327
Si 2.9775 7.9426 29.8801 0.0265 0.0044 -0.0728
Si 8.4086 7.8183 29.8877 0.0105 0.0163 -0.043
Si 1.2843 1.1176 31.3082 -0.0176 0.0042 -0.0332
Si 6.8051 1.314 31.2123 -0.0052 -0.0112 -0.007
Si 3.9781 3.9978 31.2028 0.0116 -0.0134 -0.0278
Si 9.6798 4.012 31.3202 0.0025 0.0202 -0.0094
Si 1.329 6.7797 31.1391 -0.0055 -0.0123 0.0206
Si 6.795 6.7074 31.2203 0.0048 0.0246 -0.0029
Si 3.9917 9.4558 31.4252 -0.0352 0.0079 -0.0307
Si 9.4738 9.4293 31.2707 0.004 -0.0006 -0.0131
Si 2.6257 -0.1455 32.7574 0.0031 0.0058 0.0089
Si 8.1271 -0.0833 32.6146 0.0284 0.001 -0.0102
Si 0.0684 2.64 32.673 -0.0003 0.0033 0.0116
Si 5.4425 2.7058 32.5819 -0.0028 0.0002 -0.0014
Si 2.6557 5.3992 32.5768 0.0129 0.0087 0.0088
Si 8.1816 5.3541 32.6029 0.0024 0.0131 0.0033
Si 0.0002 8.1367 32.5958 0.0351 0.0125 0.0098
Si 5.5006 8.127 32.6437 0.0187 -0.0133 0.0087
Si 4.0753 1.3127 33.9661 0.0023 0.0247 -0.0161
Si 9.5365 1.3043 33.9661 -0.021 -0.0341 0.0005
Si 1.3788 4.0458 34.0289 -0.0144 0.0101 -0.026
Si 6.8022 4.0397 33.9931 -0.0146 -0.0113 -0.0142
Si 4.0738 6.7623 33.9503 -0.0316 -0.0236 0.0052
Si 9.5489 6.7674 33.9479 -0.0019 -0.0088 0.012
Si 1.2844 9.4633 34.0892 -0.0416 -0.053 -0.0156
Si 6.8135 9.5159 34.0286 -0.0206 -0.0102 -0.0159
Si -0.0519 -0.0387 35.3841 -0.0087 0.0297 0.0018
Si 5.4405 -0.0359 35.3579 -0.0013 0.009 0.0254
Si 2.7534 2.6969 35.3712 0.0252 -0.0267 0.0207
Si 8.1806 2.6805 35.3465 0.0238 0.0012 0.0221
Si -0.0258 5.4196 35.3488 -0.0036 0.0225 0.0125
Si 5.4475 5.4293 35.3471 -0.0021 0.0134 0.0113
Si 2.7263 8.126 35.3712 0.0277 -0.0069 0.0014
Si 8.2085 8.1536 35.3506 0.0268 -0.0121 0.0144
Si 1.3497 1.3453 36.721 -0.0067 -0.003 0.0135
Si 6.8121 1.3379 36.7254 -0.0074 0.0022 0.0056
Si 4.0954 4.0809 36.7363 -0.0019 0.0105 0.0052
Si 9.5424 4.0701 36.7203 -0.0072 -0.014 0.0081
Si 1.3407 6.7934 36.7299 -0.0159 -0.005 0.0064
Si 6.8174 6.8122 36.716 -0.0052 -0.0073 0.0148
Si 4.0753 9.5409 36.7254 -0.0017 -0.0107 0.0098
Si 9.5387 9.5399 36.7423 -0.0084 -0.0116 0.0078
Si 2.7586 0.0302 6.1545 0.0094 0.0056 -0.0115
Si 8.228 0.0333 6.1405 0.0178 0.0037 -0.0144
Si 0.0243 2.7637 6.1575 0.0091 0.0026 -0.0185
Si 5.4869 2.7616 6.1638 0.0041 0.0026 -0.0184
Si 2.753 5.4907 6.1465 -0.0043 0.0108 -0.0121
Si 8.2288 5.5046 6.1505 0.0106 0.005 -0.0131
Si 0.022 8.2313 6.1684 0.005 -0.0016 -0.0136
Si 5.4918 8.2334 6.162 0.0021 0.0084 -0.0167
Si 4.1147 1.4063 7.5405 -0.0014 -0.0147 -0.0101
Si 9.6098 1.3832 7.5142 0.0082 -0.0243 -0.0107
Si 1.3716 4.1664 7.5288 -0.0265 0.0152 -0.0163
Si 6.848 4.1693 7.5141 -0.022 0.0072 -0.0019
Si 4.1038 6.8736 7.514 0.0101 -0.0208 -0.0061
Si 9.5912 6.8685 7.5427 0.0064 -0.0129 -0.0076
Si 1.3837 9.6345 7.531 -0.0319 0.0115 -0.0089
Si 6.8556 9.6452 7.5154 -0.0345 0.005 -0.0131
Si 0.038 0.0585 8.9445 0.0228 0.0133 -0.0062
Si 5.4982 0.0599 8.9231 0.0141 0.0049 0.0092
Si 2.7275 2.7943 8.8752 0.0057 -0.0069 0.0249
Si 8.2595 2.8006 8.8126 0.0335 0.0349 0.001
Si 0.038 5.5373 8.9494 0.0279 0.0225 -0.0044
Si 5.4825 5.5464 8.8988 0.0018 0.0202 0.005
Si 2.7461 8.2593 8.8702 0.0091 0.0032 0.0018
Si 8.2493 8.3075 8.8588 0.0492 0.0275 0.0273
Si 1.3864 1.4783 10.3159 -0.0225 0.0079 -0.0148
Si 6.9205 1.4973 10.2001 -0.0115 -0.0201 0.0292
Si 4.0725 4.1731 10.2293 -0.0003 0.0184 0.0071
Si 9.6082 4.1011 10.2495 -0.0008 -0.0332 0.0072
Si 1.3786 6.9945 10.3156 -0.0333 0.0007 -0.0089
Si 6.8484 7.0105 10.2005 -0.0241 -0.0161 0.0146
Si 4.1068 9.5925 10.2568 0.0024 0.0107 0.0044
Si 9.6326 9.6003 10.312 0.0002 -0.0354 -0.0222
Si 2.7699 0.057 11.6026 0.0121 -0.0162 0.0342
Si 8.3061 0.1409 11.561 -0.0076 0.0118 0.0244
Si 0.0249 2.8201 11.774 0.0003 0.0052 -0.0164
Si 5.5243 2.8588 11.542 -0.0056 -0.0144 0.0037
Si 2.7647 5.6121 11.607 0.0192 -0.0108 0.0333
Si 8.2642 5.618 11.4264 -0.0109 0.0145 0.0202
Si 0.0576 8.3265 11.8409 0.0079 0.0076 -0.0076
Si 5.5086 8.3226 11.6914 -0.0007 -0.0053 0.0053
Si 4.4343 1.2012 12.7965 -0.0128 -0.0215 0.0045
Si 9.8216 1.171 13.0887 -0.0154 -0.023 0.0334
Si 1.1884 4.5242 12.973 0.0081 0.0115 0.0179
Si 6.6525 4.5627 12.7176 0.0108 0.0289 0.0174
Si 4.3343 6.7243 13.0084 -0.0145 -0.018 0.0035
Si 9.7394 6.6335 12.9694 -0.0264 -0.0391 0.0236
Si 1.2918 9.9636 13.1686 0.0119 0.0201 0.0066
Si 6.7314 9.9853 12.8797 0.0044 0.0198 0.0176
O 9.57 1.2271 29.4509 0.0153 0.0004 -0.0154
O 4.0918 6.7905 29.4128 -0.0089 0.0221 -0.0133
O 4.0032 1.227 29.496 -0.0023 -0.003 -0.012
O 9.527 6.6891 29.3633 0.0095 -0.004 -0.0067
O -0.0129 5.5691 13.4852 -0.0125 -0.0001 0.0261
O 5.5819 0.1457 13.3796 0.0078 0.0044 0.0337
O 0.0859 0.1146 13.6142 -0.0067 -0.0048 0.0198
O 5.5459 5.6341 13.3497 0.0046 -0.0033 0.0325
O 7.6085 3.9791 13.9077 -0.0146 -0.0169 0.0054
O 8.7332 7.0642 14.2282 0.0228 0.0223 -0.0023
O 2.1925 9.4767 14.5038 -0.0153 -0.0129 0.0044
O 8.9015 1.6946 14.3897 0.0234 0.0236 -0.0077
O 7.6269 9.4902 14.1781 -0.0167 -0.025 0.0082
O 3.6125 1.8342 14.0669 0.0201 0.025 0.011
O 3.5903 7.239 14.4125 0.0175 0.023 0.0003
O 2.0744 4.0255 14.2831 -0.0051 -0.0131 0.0047
O 8.1282 3.4788 28.8336 -0.0287 -0.0265 -0.0123
O 0.4432 4.9266 28.4225 -0.016 -0.0143 0.018
O 1.8954 2.7365 28.7163 0.0053 0.0152 -0.0122
O 5.8193 4.8987 28.5859 0.0134 -0.0003 -0.0058
O 5.5174 9.9821 28.9713 0.0255 0.0251 -0.0028
O 2.4361 8.6841 28.4971 -0.0098 -0.0174 0.0178
O 0.1795 10.0597 28.5559 0.0234 0.0154 0.0034
O 7.7769 8.5631 28.5462 -0.0142 -0.0067 -0.0018
Si 8.6598 7.6937 23.9141 -0.0001 -0.003 -0.0028
Si 8.7915 6.3622 19.11 -0.0061 0.0018 0.0143
Si 3.7985 1.5438 20.2087 -0.0041 -0.0033 0.0013
Si 2.1401 5.7459 23.1053 0.0042 0.0031 -0.008
Si 2.4158 3.1383 24.9658 0.0068 0.0059 0.0019
Si 9.8183 9.0357 17.5566 0.0039 -0.0014 -0.0101
Si 1.3244 9.4145 27.5518 -0.0026 0.0044 -0.0008
Si 9.1779 0.9695 18.6745 0.0018 0.0007 -0.0022
Si 1.4293 5.0599 18.5045 0.0005 -0.0006 -0.0014
Si 1.7999 8.2602 18.2865 0.0025 0.0024 0.0018
Si 6.6447 9.5456 27.8977 -0.0028 0.0059 0.0107
Si 4.5309 4.6047 21.1836 0.0012 0.0041 0.0004
Si 8.2181 3.0334 15.0566 -0.0032 0.0028 -0.0146
Si 0.8411 8.2419 24.7366 -0.0038 -0.0038 -0.0039
Si 6.9488 1.3411 26.5619 -0.0042 -0.0023 0.0076
Si 8.2334 8.3281 15.1457 0.0004 -0.0001 -0.0141
Si 10.893 5.2057 21.0851 -0.0007 0.0045 0.0019
Si 7.5738 9.4989 21.7928 0.0008 -0.0057 -0.0033
Si 9.9289 2.052 25.7695 -0.0034 -0.0013 -0.0018
Si 3.2239 8.5262 15.3855 0.0032 -0.0026 -0.013
Si 6.6972 3.3452 22.8816 -0.0003 -0.0023 -0.0046
Si 1.1651 0.2046 25.2772 -0.0035 -0.0053 0.0062
Si 3.2428 2.8228 17.7721 -0.0026 -0.0043 -0.0063
Si 7.2188 5.3888 25.1588 0.0026 -0.0022 0.0045
Si 5.755 8.6777 17.0206 0.0003 0.0031 -0.0069
Si 5.7918 6.0798 18.6779 -0.001 0.0024 0.0016
Si 4.6371 9.7036 23.0948 -0.0093 -0.0022 0.0049
Si 1.017 3.5918 27.647 0.0113 -0.0054 0.0097
Si 4.8982 1.4803 24.2721 0.0007 -0.0013 0.001
Si 3.2029 3.0956 14.991 -0.0005 -0.0011 -0.0199
Si 6.4574 10.8256 19.2686 0.0007 -0.0003 -0.0032
Si 10.3548 0.1173 21.4471 0.0065 0.0095 -0.0031
Si 5.6698 3.6653 16.6296 -0.0006 -0.0012 -0.0095
Si 9.8484 3.9031 17.3831 0.002 0.0022 -0.0148
Si 2.348 9.9262 21.0164 0.0039 -0.0022 -0.0035
Si 6.0755 8.1167 25.2699 -0.0067 -0.0011 0.0055
Si 6.9271 3.9635 27.8463 0.0001 -0.0055 0.0093
Si 9.756 2.7763 22.8397 -0.0003 0.0001 -0.0008
O 7.2015 6.3832 19.4529 -0.0094 -0.0027 -0.0226
O 1.8855 7.055 24.1561 -0.0125 0.005 0.0063
O 10.2921 4.0349 21.9997 0.0072 -0.0001 0.0001
O 6.1709 9.9593 22.5284 0.0025 -0.0057 0.0021
O 10.153 0.7069 19.9451 -0.0188 -0.0059 0.0061
O 8.4474 6.1118 24.3326 -0.028 0.0177 0.0067
O 5.1762 0.6906 19.9098 -0.0041 -0.0044 -0.0071
O 5.7178 2.0536 22.9925 0.0029 0.0075 0.0275
O 8.3449 1.9344 26.0229 -0.0007 -0.005 0.0038
O 1.9945 4.2949 23.8769 0 0.0001 0.0108
O 6.9728 2.8124 16.1127 -0.0051 0.0214 0.0054
O 4.8784 2.7139 17.6921 -0.0121 0.0268 -0.0222
O 6.0332 4.3943 21.8214 -0.0187 -0.0164 0.0088
O 4.5713 3.9303 15.4133 -0.012 -0.0272 0.0256
O 10.6864 2.7654 27.0285 0.0062 -0.0016 -0.0195
O 9.7286 6.1638 20.4457 0.0035 -0.0154 -0.0181
O 6.0075 6.4807 25.3083 0.0327 0.0065 -0.0061
O 4.0823 0.1679 23.7502 0.0241 -0.0214 -0.0057
O 9.2602 10.5572 17.7524 0.0094 0.0072 0.02
O 2.8618 4.3649 18.1846 -0.0124 -0.0207 0.0019
O 1.907 10.6979 26.6862 -0.0313 -0.0204 -0.0153
O 3.9941 2.7172 24.8571 0.006 -0.0063 -0.0089
O 0.735 10.0429 21.4354 -0.0118 -0.0008 -0.0064
O 1.2772 9.7989 24.31 -0.0005 -0.0054 0.024
O 1.7123 1.6592 24.7477 -0.0047 0.0035 -0.0038
O 8.9463 10.3879 21.9739 0.0001 0.0019 -0.0198
O 4.8748 8.5771 24.2592 0.0072 0.0121 0.004
O 9.5797 8.7616 15.9631 -0.0183 -0.0082 0.0203
O 6.7499 4.0802 24.3311 0.0051 0.0019 -0.0174
O 2.849 1.7241 18.8789 0.0153 0.0196 -0.0062
O 5.823 8.7647 26.7334 0.0221 -0.0034 -0.0122
O 2.5488 2.46 16.3483 0.0313 0.0272 0.0171
O 7.6129 4.8448 26.6479 -0.0208 -0.0006 -0.0044
O 5.2181 7.4861 18.0307 0.0291 -0.0033 0.001
O 0.4359 9.0726 17.9757 -0.0062 -0.0171 -0.0015
O 7.5868 1.0647 19.0564 0.008 -0.023 0.0072
O 7.1147 9.638 20.2209 0.0072 0.0257 -0.0083
O 8.9834 5.0332 18.1766 0.0249 -0.0023 0.0025
O 8.0946 8.0346 22.3852 -0.0043 0.0055 0.0169
O 6.2078 2.5659 27.3669 0.0215 0.0047 -0.0132
O 2.4645 9.0734 19.5796 -0.0128 -0.0035 0.0058
O 0.4317 4.4934 17.3427 -0.0015 0.0013 0.0205
O 0.8093 8.3112 26.4075 0.0162 0.0227 -0.0099
O 9.3967 3.8399 15.8263 -0.0218 -0.015 0.0192
O 9.6622 2.3891 18.0078 -0.0191 0.0038 -0.0032
O 7.6212 8.5577 24.8661 -0.0041 -0.0293 -0.0078
O 2.5547 8.1798 16.8361 -0.0121 0.0043 -0.0071
O 3.9813 3.0632 20.8497 0.0002 0.0045 -0.0161
O 0.8419 4.4944 19.9164 -0.0048 0.0249 -0.0041
O 10.0493 2.9967 24.4322 -0.0041 -0.0152 -0.0076
O 9.1498 7.8068 18.421 -0.0008 -0.0036 -0.0139
O 10.5114 0.5318 25.5464 0.0118 0.0181 0.0021
O 6.0384 5.0496 17.4123 -0.0104 -0.0009 0.0117
O 8.1561 2.7429 22.485 0.0006 0.0096 0.0215
O 3.538 5.4812 22.2047 0.0003 -0.0072 -0.0124
O 4.6738 9.1433 15.8638 0.0146 -0.0155 0.0119
O 1.5396 6.6812 18.6532 0.0015 0.0003 -0.0034
O 4.7655 5.4977 19.8211 0.0119 -0.0048 0.0015
O 2.0442 3.8485 26.3952 -0.0116 -0.016 -0.0082
O 10.5533 1.4102 22.426 -0.01 0.0066 -0.0061
O 0.9493 6.0715 22.0338 0.002 -0.0224 -0.0132
O 7.3318 10.9422 27.4069 -0.013 -0.0088 -0.013
O 5.9323 0.9032 25.3845 0.0048 0.0188 -0.0037
O 6.076 10.036 17.8822 -0.0015 -0.0108 0.0094
O 2.8495 0.5494 21.0749 0.0087 0.0031 -0.0013
O 7.0587 8.0239 16.2499 -0.0065 0.0196 0.0023
O 10.2455 8.0116 24.1598 0.0099 -0.0007 0.0122
O 3.4507 9.1979 22.0458 0.0054 0.016 0.0016

Results
free energy: -178213.629 eV
free energy less fixed offsets of O -569.03, Si -635.61 eV per atom: -12.089 eV

The program warned: the cutoff lies below the one the program advises for these potential files; the exchange-correlation potential is rough where the density is thin.
